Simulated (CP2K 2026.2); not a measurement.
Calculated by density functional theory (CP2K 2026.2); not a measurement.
Periodic cell of 506 atoms, Si352O154, from a study of silicon, its oxide and their interface. The atomic structure is a simulated model.
Doubt: the forces sum to 1.88 eV/angstrom along one axis rather than to zero, so they err by at least 0.0037 eV/angstrom per atom on average; the grid cutoff is modest.

Settings
functional: PBE
method: Gaussian and plane waves
basis set: DZVP-MOLOPT-SR-GTH
pseudopotentials: GTH-PBE
grid cutoff: 350 Ry, relative cutoff 50 Ry
k points: Gamma only
occupations: fixed
spin: none
net charge: 0

Cell vectors (angstrom)
a	15.3866	0	0
b	0	15.3866	0
c	7.231	1.9812	38.3852

Atoms and the computed forces on them: element, x, y, z (angstrom), force x, y, z (eV/angstrom)
Si	7.096	2.338	32.162	0.028	-0.21	0.845
Si	7.271	5.461	32.211	-0.09	0.176	0.841
Si	7.276	10.009	32.167	-0.124	-0.23	0.825
Si	7.232	13.141	32.222	0.14	0.162	0.843
Si	10.987	2.443	32.338	-0.063	-0.207	0.834
Si	11.133	5.569	32.361	0.013	0.212	0.794
Si	10.976	10.159	32.206	0.237	-0.241	0.818
Si	11.29	13.294	32.28	-0.141	0.104	0.775
Si	14.743	2.496	32.215	0.129	-0.338	0.794
Si	15.031	5.626	32.391	-0.073	0.19	0.765
Si	15.071	10.104	32.285	-0.233	-0.258	0.779
Si	15.212	13.21	32.36	-0.169	0.207	0.779
Si	18.67	2.803	32.369	-0.051	0.307	0.762
Si	18.738	5.275	32.466	0.114	-0.365	0.555
Si	18.683	9.915	32.345	0.188	-0.193	0.72
Si	18.746	13.02	32.396	0.146	0.173	0.799
Si	9.029	2.063	33.55	-0.019	0.003	-0.043
Si	9.152	5.843	33.584	-0.006	-0.002	-0.048
Si	9.135	9.779	33.596	0.003	0.004	-0.051
Si	9.223	13.58	33.454	-0.002	-0.008	-0.039
Si	12.926	2.078	33.619	-0.023	-0.008	-0.053
Si	13.058	5.892	33.649	-0.019	0.003	-0.025
Si	13.011	9.736	33.412	-0.013	-0.017	-0.065
Si	13.189	13.564	33.588	0.007	0.003	-0.048
Si	16.738	2.072	33.521	0.018	-0.018	-0.076
Si	16.882	5.784	33.782	0.024	-0.012	-0.021
Si	16.846	9.732	33.759	-0.003	0.004	-0.018
Si	16.957	13.413	33.853	0.039	-0.001	-0.006
Si	20.6	2.085	33.55	-0.024	-0.001	-0.078
Si	20.737	5.769	33.586	0.021	-0.005	-0.048
Si	20.72	9.666	33.501	0	0.006	-0.038
Si	20.724	13.446	33.574	0.032	0.009	-0.048
Si	9.116	3.943	34.986	-0.005	0.004	0.046
Si	9.148	7.805	34.896	0.002	0.004	0.024
Si	9.174	11.703	34.942	0.011	-0.007	0.04
Si	9.137	15.486	34.851	0.004	0.012	0.019
Si	12.994	3.968	35.026	0.012	0.009	0.039
Si	13.011	7.865	34.891	0.001	-0.013	0.032
Si	13.066	11.606	34.918	0.001	0.005	0.019
Si	13.037	15.5	34.915	-0.006	-0.001	0.029
Si	16.782	3.861	35.088	0.006	-0.025	0.028
Si	16.856	7.767	35.019	-0.009	0.003	0.042
Si	16.877	11.554	35.213	0.017	-0.014	0.048
Si	16.865	15.508	34.907	-0.009	0.009	0.024
Si	20.715	3.911	35.03	-0.019	0.01	0.028
Si	20.72	7.751	34.878	-0.004	-0.016	0.02
Si	20.71	11.551	34.969	0.005	-0.015	0.027
Si	20.666	15.464	34.836	0.027	0.001	0.012
Si	7.234	3.933	36.379	0.008	0.016	0.011
Si	7.236	7.782	36.279	0.001	0.014	-0.022
Si	7.252	11.635	36.312	0.008	0.023	-0.017
Si	7.212	15.474	36.229	-0.001	0.008	-0.015
Si	11.051	3.945	36.335	0	-0.003	-0.008
Si	11.081	7.81	36.261	0.009	-0.01	-0.019
Si	11.117	11.648	36.276	-0.009	0.013	-0.022
Si	11.073	15.483	36.24	-0.004	0.002	-0.006
Si	14.878	3.92	36.422	0	-0.001	0.02
Si	14.902	7.796	36.323	-0.014	-0.001	0.001
Si	14.891	11.592	36.412	0.012	-0.01	0.006
Si	14.945	15.498	36.297	0.012	-0.022	-0.008
Si	18.769	3.899	36.359	-0.016	-0.003	0.004
Si	18.818	7.77	36.31	-0.001	0.006	-0.024
Si	18.853	11.579	36.422	-0.035	0.011	0.01
Si	18.788	15.487	36.276	-0.022	-0.028	-0.006
Si	7.241	1.977	37.669	-0.011	-0.002	-0.001
Si	7.231	5.88	37.686	-0.01	-0.005	0.008
Si	7.254	9.7	37.66	0.005	-0.004	0.003
Si	7.218	13.573	37.644	0.003	-0.005	0.003
Si	11.078	1.997	37.657	0.011	0.002	-0.002
Si	11.07	5.89	37.658	-0.01	-0.003	0.008
Si	11.085	9.72	37.645	0.009	0.004	0.003
Si	11.088	13.573	37.636	-0.007	-0.013	0.002
Si	14.917	1.984	37.728	0.018	0.017	0.002
Si	14.899	5.879	37.706	0.008	0.001	0.007
Si	14.918	9.674	37.739	0.009	0.004	0.014
Si	14.916	13.571	37.678	-0.005	-0.003	0.003
Si	18.799	1.98	37.7	0	0.031	0.007
Si	18.776	5.85	37.68	-0.015	-0.014	0.012
Si	18.822	9.652	37.733	-0.009	0.01	0.015
Si	18.792	13.567	37.672	0.003	-0.006	0.01
Si	17.315	15.414	11.523	0.001	-0.019	-0.011
Si	17.324	3.864	11.548	-0.011	0.006	-0.018
Si	17.343	7.785	11.577	0.007	-0.008	-0.006
Si	17.309	11.527	11.583	0.009	0.012	-0.006
Si	5.766	15.406	11.496	-0.015	-0.019	-0.018
Si	5.774	3.865	11.534	-0.004	0.005	-0.017
Si	5.773	7.782	11.586	0.009	0.006	-0.005
Si	5.759	11.493	11.555	0.006	0.004	0
Si	9.621	15.434	11.497	-0.018	-0.015	-0.017
Si	9.633	3.871	11.55	0.004	0.009	-0.015
Si	9.608	7.761	11.577	0.005	-0.012	0
Si	9.624	11.509	11.554	-0.007	-0.001	-0.004
Si	13.466	15.414	11.516	-0.005	-0.003	-0.007
Si	13.473	3.869	11.564	-0.002	0.002	-0.011
Si	13.468	7.786	11.588	-0.001	-0.001	0.018
Si	13.469	11.517	11.584	0.014	-0.011	0.005
Si	17.316	1.928	12.908	-0.014	0.013	0.012
Si	17.365	5.827	12.849	0.001	-0.013	-0.001
Si	17.345	9.66	13.049	0.01	-0.009	0.014
Si	17.288	13.486	12.868	-0.02	0.014	-0.02
Si	5.783	1.921	12.873	-0.003	-0.003	0.015
Si	5.78	5.818	12.85	0	-0.008	0.008
Si	5.75	9.654	13.069	-0.019	-0.02	0.004
Si	5.735	13.455	12.803	-0.006	0.003	-0.033
Si	9.639	1.938	12.906	0	-0.004	0.015
Si	9.63	5.814	12.883	-0.014	-0.001	0.019
Si	9.582	9.639	13.026	0.001	0.016	0.013
Si	9.622	13.487	12.793	0.01	0.016	-0.022
Si	13.466	1.92	12.912	0	0.01	0.007
Si	13.479	5.833	12.872	0.005	-0.021	0.008
Si	13.466	9.658	13.069	0.012	-0.014	0.004
Si	13.467	13.483	12.852	0.006	0.012	-0.013
Si	15.387	1.908	14.272	-0.005	0.028	-0.033
Si	15.442	5.864	14.162	0.003	0.005	-0.049
Si	15.436	9.665	14.445	-0.063	-0.016	-0.007
Si	15.367	13.502	14.227	0.007	0.016	-0.015
Si	3.874	1.909	14.239	0.003	0.024	-0.03
Si	3.887	5.831	14.223	-0.008	0.014	-0.043
Si	3.844	9.672	14.527	0.026	-0.021	0.023
Si	3.834	13.438	14.179	0.01	-0.019	-0.004
Si	7.701	1.912	14.239	0.004	0.015	-0.047
Si	7.684	5.797	14.204	0.02	0.014	-0.041
Si	7.671	9.658	14.467	0.014	-0.027	0.018
Si	7.679	13.441	14.074	-0.023	-0.035	0.024
Si	11.556	1.918	14.293	0.001	0.012	-0.037
Si	11.561	5.837	14.229	-0.005	0.01	-0.044
Si	11.491	9.644	14.426	0.032	-0.004	-0.006
Si	11.524	13.503	14.15	-0.001	-0.012	-0.009
Si	15.387	15.377	15.67	0.01	-0.007	0.046
Si	15.447	3.928	15.447	-0.009	-0.018	0.011
Si	15.461	7.653	15.714	0.001	0.01	0.048
Si	15.401	11.676	15.723	0.015	-0.011	0.067
Si	3.879	15.332	15.532	-0.002	0.03	0.043
Si	3.947	3.872	15.505	-0.003	-0.014	0.033
Si	3.85	7.628	15.787	0	0.001	0.082
Si	3.806	11.72	15.824	-0.047	-0.048	0.08
Si	7.703	15.297	15.463	-0.006	0.005	0.053
Si	7.706	3.861	15.537	0.021	-0.006	0.034
Si	7.664	7.613	15.716	0.01	0.007	0.062
Si	7.637	11.729	15.68	-0.022	-0.061	0.058
Si	11.539	15.339	15.615	0.013	0.018	0.051
Si	11.595	3.9	15.554	0.015	-0.013	0.047
Si	11.538	7.663	15.753	0.006	0.012	0.059
Si	11.41	11.692	15.627	0.044	-0.043	0.072
Si	17.381	14.849	16.835	-0.117	-0.28	-0.618
Si	17.389	4.057	16.73	-0.059	-0.043	-0.743
Si	17.322	7.145	17.116	0.06	0.325	-0.879
Si	17.247	12.425	17.063	0.054	0.139	-0.783
Si	5.817	14.855	16.777	-0.024	-0.302	-0.64
Si	5.82	4.055	16.913	0.023	-0.109	-0.767
Si	5.773	7.183	17.087	-0.013	0.239	-0.843
Si	5.761	12.427	16.982	0.008	0.002	-0.042
Si	9.574	14.781	16.786	-0.012	-0.308	-0.607
Si	9.644	4.074	16.814	0.007	-0.042	-0.746
Si	9.579	7.175	17.005	0.101	0.207	-0.834
Si	9.527	12.325	16.958	-0.003	0.008	-0.056
Si	13.437	15.033	16.999	0.07	0.207	-0.861
Si	13.569	4.236	16.775	-0.056	-0.035	-0.808
Si	13.534	7.322	16.995	-0.117	0.212	-0.819
Si	13.361	11.949	16.88	0.022	-0.101	-0.804
Si	6.223	1.663	19.019	0.042	0.026	-0.307
Si	16.884	11.469	20.149	0.012	0.153	-0.163
Si	19.334	13.934	25.724	0.035	-0.007	-0.068
Si	10.953	16.247	21.319	0.053	-0.065	-0.076
Si	3.991	2.076	21.125	-0.028	-0.07	-0.266
Si	13.11	10.84	24.129	-0.126	-0.014	-0.068
Si	6.068	11.936	19.266	-0.029	0.144	-0.74
Si	12.999	15.372	24.998	0.056	-0.057	-0.011
Si	9.088	1.716	23.314	0.047	0.034	-0.112
Si	17.713	7.729	25.411	-0.006	-0.075	-0.006
Si	9.986	8.841	19.643	0.027	-0.012	-0.127
Si	11.342	2.441	25.046	-0.03	0.068	-0.062
Si	14.074	1.94	18.934	0.065	-0.119	-0.276
Si	13.204	6.328	25.69	0.039	0.016	0.149
Si	13.046	9.565	19.029	0.028	-0.065	-0.234
Si	17.029	6.583	22.525	0.082	0.102	-0.003
Si	18.449	15.204	23.022	-0.062	-0.098	-0.011
Si	17.211	1.697	18.88	0.048	-0.081	-0.222
Si	15.496	15.959	23.585	0.056	0.003	-0.061
Si	13.528	2.338	21.932	0.035	-0.086	0
Si	9.313	1.668	18.922	-0.11	-0.094	-0.236
Si	5.527	11.768	24.151	-0.057	0.098	-0.079
Si	17.591	8.47	20.035	0.145	-0.13	-0.198
Si	9.146	11.777	19.237	0.085	0.07	-0.743
Si	4.115	12.619	21.502	0.036	-0.038	-0.111
Si	14.697	4.845	23.396	0.036	-0.084	-0.053
Si	6.366	7.257	22.29	-0.028	0.091	-0.055
Si	10.784	9.432	29.216	-0.038	0.067	0.129
Si	15.255	8.266	27.234	0.054	-0.074	0.11
Si	16.64	2.955	25.029	0.056	-0.007	0.023
Si	17.73	1.838	29.579	-0.035	-0.097	0.263
Si	13.979	11.41	21.154	-0.037	0.056	-0.189
Si	10.996	13.164	24.059	0.031	-0.03	-0.016
Si	6.793	7.716	30.137	0.041	0.027	0.164
Si	19.003	7.554	30.361	-0.094	-0.042	0.179
Si	19.594	3.306	24.794	-0.127	0.037	0.055
Si	9.544	7.168	22.348	-0.066	0.069	-0.179
Si	14.664	11.166	26.722	-0.042	0.023	0.097
Si	8.16	12.63	25.463	-0.013	-0.007	0.02
Si	12.013	11.734	27.951	0.053	-0.086	0.111
Si	5.374	8.838	19.819	-0.072	-0.113	-0.23
Si	9.969	4.481	23.492	0.022	-0.057	-0.008
Si	12.029	14.32	29.416	0.056	-0.025	0.196
Si	14.863	7.905	30.259	-0.066	0.048	0.082
Si	12.88	4.676	28.247	-0.023	-0.035	0.007
Si	6.781	1.961	25.076	0.026	0.086	0.029
Si	5.207	8.717	24.889	-0.039	-0.101	-0.027
Si	11.151	8.442	24.754	0.111	0.066	0.041
Si	7.399	15.397	30.07	-0.042	0.118	0.202
Si	8.18	4.694	25.971	-0.014	-0.067	0.051
Si	14.845	2.394	29.275	-0.073	-0.095	0.273
Si	10.195	16.457	29.629	-0.009	0.073	0.145
Si	10.311	3.355	27.772	-0.012	-0.006	0.015
Si	12.127	7.088	29.853	-0.045	-0.064	0.146
Si	18.853	6.245	27.784	-0.067	0.201	0.081
Si	16.721	13.262	27.445	-0.03	-0.006	0.153
Si	14.272	15.138	27.772	-0.045	-0.024	0.171
Si	4.394	4.949	22.406	0.016	0.055	-0.026
Si	17.116	14.219	30.218	0.02	0.004	0.278
Si	11.387	13.241	21.005	0.07	-0.091	-0.071
Si	18.299	3.487	27.395	0.011	-0.042	0.051
Si	6.383	6.998	27.228	-0.057	0.025	0.182
Si	9.725	10.397	26.741	0.026	0.034	0.14
Si	6.638	14.922	27.016	0.012	-0.114	0.064
Si	1.931	15.396	0.646	0.003	0.01	-0.004
Si	1.927	3.897	0.652	0.001	-0.011	0
Si	1.94	7.722	0.638	-0.002	0.023	-0.004
Si	1.925	11.581	0.614	0	-0.017	-0.003
Si	5.751	15.398	0.671	0.007	0	0.004
Si	5.746	3.888	0.668	0.001	-0.012	-0.002
Si	5.749	7.71	0.672	0.012	0	-0.004
Si	5.761	11.595	0.65	0.004	-0.016	-0.005
Si	9.633	15.401	0.669	-0.001	0.008	0.003
Si	9.617	3.888	0.656	-0.008	-0.005	0.003
Si	9.637	7.702	0.674	0.003	0.005	0.002
Si	9.624	11.573	0.642	0.002	-0.016	-0.005
Si	13.487	15.398	0.669	0.003	0.01	0.006
Si	13.465	3.877	0.664	0.009	0	-0.002
Si	13.511	7.703	0.681	-0.008	0.009	-0.005
Si	13.475	11.59	0.657	-0.01	0.001	-0.004
Si	1.928	1.952	1.999	0.004	0.001	0.001
Si	1.933	5.81	2.019	0.003	-0.005	0.004
Si	1.928	9.656	1.988	-0.002	-0.005	0.001
Si	1.931	13.482	2.012	0.004	0.005	0.004
Si	5.761	1.951	2.018	-0.002	0.001	-0.001
Si	5.756	5.798	2.039	-0.016	0.005	0.007
Si	5.767	9.655	2.003	-0.011	-0.006	-0.001
Si	5.76	13.49	2.039	-0.008	0.005	0.003
Si	9.624	1.954	2.015	0.009	-0.002	-0.004
Si	9.625	5.791	2.039	0.001	0.004	0
Si	9.629	9.646	2.007	0.003	-0.004	0.003
Si	9.626	13.482	2.026	-0.002	0.003	-0.004
Si	13.475	1.948	2.02	0.006	-0.004	-0.002
Si	13.481	5.787	2.038	0.006	0.004	0.007
Si	13.478	9.651	2.008	-0.009	-0.007	0.005
Si	13.476	13.49	2.038	0.009	0	0.002
Si	15.399	1.953	3.381	-0.005	0.004	0.006
Si	15.403	5.795	3.388	-0.004	-0.003	-0.001
Si	15.4	9.649	3.369	-0.002	0.007	-0.003
Si	15.402	13.488	3.384	-0.007	-0.006	0.003
Si	3.84	1.951	3.383	0.001	-0.006	0.002
Si	3.841	5.8	3.395	0.002	-0.007	0.001
Si	3.845	9.651	3.367	0.002	0.005	0
Si	3.84	13.487	3.391	0.005	-0.011	0.004
Si	7.695	1.951	3.376	-0.003	0	0.003
Si	7.693	5.797	3.383	0.001	-0.001	-0.003
Si	7.697	9.645	3.364	0.004	0.003	-0.004
Si	7.698	13.489	3.381	0	-0.008	-0.002
Si	11.547	1.952	3.384	0.001	0.007	0
Si	11.552	5.796	3.39	-0.001	0.009	-0.002
Si	11.552	9.644	3.372	0.002	0.007	0.001
Si	11.547	13.487	3.388	0.004	-0.007	-0.001
Si	15.395	15.412	4.743	0.01	-0.014	-0.004
Si	15.399	3.876	4.749	0.015	0.017	-0.004
Si	15.394	7.724	4.736	-0.005	-0.014	-0.007
Si	15.396	11.565	4.74	0.005	0.007	-0.002
Si	3.844	15.413	4.748	-0.005	-0.009	-0.002
Si	3.844	3.876	4.75	-0.004	0.016	-0.004
Si	3.847	7.73	4.74	-0.004	-0.013	-0.003
Si	3.846	11.563	4.743	-0.006	0.011	0.001
Si	7.698	15.412	4.742	0.001	-0.011	-0.003
Si	7.697	3.876	4.744	-0.004	0.013	-0.005
Si	7.697	7.724	4.736	-0.004	-0.008	-0.001
Si	7.699	11.563	4.734	-0.002	0.01	-0.004
Si	11.545	15.412	4.747	-0.003	-0.012	-0.002
Si	11.55	3.877	4.751	0.009	0.011	-0.003
Si	11.548	7.723	4.741	-0.001	-0.01	-0.002
Si	11.55	11.562	4.742	-0.001	0.003	-0.002
Si	1.924	15.407	6.114	0	0.011	0.01
Si	1.927	3.885	6.118	-0.005	-0.017	0.008
Si	1.925	7.719	6.103	-0.004	0.014	-0.002
Si	1.926	11.565	6.104	0	-0.014	0.003
Si	5.774	15.406	6.104	-0.001	0.005	0.004
Si	5.773	3.883	6.104	-0.009	-0.014	0.003
Si	5.773	7.721	6.098	-0.003	0.012	0.001
Si	5.775	11.566	6.094	0.003	-0.013	-0.001
Si	9.621	15.407	6.109	0	0.006	0.004
Si	9.622	3.885	6.108	-0.002	-0.005	0.003
Si	9.622	7.718	6.099	0.007	0.014	-0.003
Si	9.622	11.563	6.096	0.005	-0.011	-0.004
Si	13.471	15.407	6.108	0.003	0.008	0.005
Si	13.475	3.887	6.112	0.002	-0.007	0.003
Si	13.473	7.719	6.102	0.002	0.014	-0.004
Si	13.473	11.564	6.101	0.001	-0.008	0.001
Si	1.924	1.954	7.459	0.006	0.002	0.002
Si	1.926	5.81	7.487	0.007	0.003	-0.002
Si	1.923	9.641	7.457	0.002	0.003	-0.005
Si	1.923	13.478	7.476	0.003	-0.011	0.004
Si	5.774	1.953	7.45	0	0.005	-0.002
Si	5.774	5.806	7.476	0	-0.003	0
Si	5.775	9.645	7.452	-0.001	0.013	-0.003
Si	5.773	13.478	7.469	-0.001	-0.005	0
Si	9.623	1.955	7.455	0	-0.005	0.006
Si	9.624	5.808	7.484	-0.005	0.01	0.002
Si	9.623	9.641	7.453	-0.007	0.01	-0.003
Si	9.622	13.475	7.471	-0.005	-0.017	0.003
Si	13.474	1.955	7.455	0.003	0.002	-0.001
Si	13.474	5.81	7.487	0.003	0.009	0.001
Si	13.473	9.64	7.459	-0.002	-0.005	-0.005
Si	13.471	13.479	7.475	0	-0.014	0.001
Si	15.392	1.957	8.819	0	-0.001	-0.001
Si	15.394	5.819	8.864	-0.003	0	0.009
Si	15.392	9.64	8.82	0.002	-0.002	-0.003
Si	15.39	13.467	8.847	0.006	0.006	0.004
Si	3.85	1.951	8.804	-0.009	-0.002	-0.004
Si	3.854	5.814	8.849	-0.01	0.007	0.006
Si	3.848	9.645	8.803	-0.002	-0.008	-0.003
Si	3.849	13.467	8.834	0.004	0.001	0.006
Si	7.697	1.958	8.806	-0.013	-0.003	-0.005
Si	7.696	5.812	8.848	0	0.007	0.004
Si	7.699	9.638	8.807	0.008	-0.002	-0.002
Si	7.697	13.465	8.835	0.002	0	0.002
Si	11.55	1.959	8.809	0.004	0.001	-0.005
Si	11.549	5.817	8.856	0	0.001	0.008
Si	11.547	9.637	8.81	0.011	0	-0.007
Si	11.546	13.465	8.838	-0.001	0.003	0.001
Si	15.392	15.417	10.17	-0.002	-0.015	-0.004
Si	15.394	3.871	10.196	0.005	0.005	0.006
Si	15.399	7.76	10.227	0.007	-0.004	0.006
Si	15.389	11.528	10.213	-0.002	0.016	-0.003
Si	3.842	15.415	10.155	0.005	-0.003	-0.009
Si	3.852	3.863	10.176	-0.001	-0.001	0.004
Si	3.863	7.76	10.199	-0.001	-0.004	0.004
Si	3.836	11.53	10.198	0.006	0.017	-0.011
Si	7.694	15.417	10.152	0.008	-0.018	-0.005
Si	7.705	3.87	10.186	-0.001	0.008	0.008
Si	7.691	7.752	10.207	-0.008	-0.001	0.003
Si	7.693	11.525	10.198	0.002	0.021	-0.009
Si	11.548	15.419	10.155	0.005	-0.019	-0.007
Si	11.555	3.871	10.19	0	0.009	0.005
Si	11.543	7.757	10.218	-0.007	-0.003	0.005
Si	11.552	11.525	10.201	-0.005	0.019	-0.008
O	17.511	2.892	17.849	0.318	-0.118	-0.028
O	19.001	14.024	22.082	0.093	0.319	-0.064
O	15.663	4.063	24.422	-0.045	0.241	0.089
O	17.342	5.535	17.436	-0.014	-0.116	0.373
O	17.275	7.808	18.596	-0.361	-0.068	0.238
O	17.135	12.078	18.666	-0.254	0.053	0.432
O	16.813	9.871	20.043	-0.415	-0.206	0.011
O	5.817	2.972	18.137	-0.228	0.089	0.427
O	13.823	11.049	22.707	0.407	-0.019	0.118
O	11.559	14.84	20.795	0.168	0.111	-0.067
O	5.758	8.029	18.474	0.233	0.223	0.187
O	3.804	8.675	20.152	-0.07	-0.144	0.107
O	9.485	15.615	18.199	0.114	-0.027	0.229
O	9.235	3.238	22.74	-0.153	0.05	-0.412
O	9.613	5.59	17.458	0.07	0.084	0.607
O	14.265	7.31	26.404	0.077	0.05	-0.106
O	12.057	1.67	22.209	-0.226	-0.061	0.263
O	13.402	15.978	18.333	-0.441	0.072	0.519
O	13.741	3.149	17.947	-0.231	-0.082	0.173
O	13.523	5.739	17.444	0.047	0.024	0.37
O	9.172	4.31	27.181	-0.233	0.287	0.446
O	13.675	8.243	18.343	0.396	-0.133	0.398
O	13.785	9.992	20.386	0.095	-0.307	0.363
O	5.08	12.825	20.208	0.028	0.698	0.136
O	4.749	4.561	23.94	0.534	0.39	0.397
O	10.431	1.747	20.077	0.408	0.323	-0.059
O	15.619	14.422	27.282	0.148	0.118	-0.224
O	9.636	16.02	22.251	-0.172	-0.467	0.151
O	18.357	5.691	22.358	-0.022	-0.2	-0.219
O	12.015	11.977	24.42	0.06	-0.087	0.113
O	18.03	13.631	26.605	-0.107	-0.105	0.04
O	18.054	1.97	20.209	-0.03	0.257	0.383
O	19.513	3.69	26.354	0.323	-0.018	0.189
O	14.334	10.964	25.165	0.164	-0.104	-0.31
O	19.854	12.548	25.084	-0.249	-0.114	0.092
O	14.402	1.835	30.748	-0.153	-0.378	-0.3
O	14.771	1.418	22.41	0.132	-0.067	-0.114
O	18.446	13.985	31.113	0.216	0.484	-0.084
O	17.235	15.699	29.6	-0.31	0.109	-0.305
O	15.958	1.513	24.82	-0.064	0.044	0.482
O	18.983	8.68	25.097	-0.045	0.322	-0.216
O	18.461	7.422	28.837	-0.437	0.297	-0.314
O	13.05	6.023	29.099	0.562	0.131	-0.147
O	11.733	14.55	24.441	-0.28	0.254	0.021
O	7.943	7.028	22.549	-0.079	-0.078	0.104
O	9.166	10.23	19.759	-0.27	0.005	0.371
O	14.9	4.089	31.848	-0.056	0.103	-0.447
O	9.604	2.256	28.717	-0.567	0.064	0.16
O	14.627	9.731	27.436	-0.187	-0.029	0.438
O	5.226	2.067	24.667	-0.071	-0.654	-0.42
O	9.01	15.441	30.014	0.128	-0.403	0.189
O	7.639	13.73	26.541	0.303	0.047	0.102
O	8.434	11.206	26.212	-0.385	-0.419	-0.136
O	14.016	3.667	28.753	0.229	0.198	-0.131
O	7.023	16.283	26.25	0.156	0.247	0.283
O	14.634	16.654	28.155	-0.156	0.326	-0.491
O	10.982	11.419	26.759	0.037	0.213	-0.392
O	11.512	9.246	19.36	-0.001	0.007	0.112
O	5.751	10.382	19.589	-0.031	-0.008	0.244
O	18.428	8.873	31.1	-0.362	0.008	-0.146
O	11.195	6.473	31.009	-0.252	0.2	-0.256
O	6.938	16.758	30.844	-0.352	-0.02	-0.271
O	18.272	4.825	28.301	-0.368	-0.119	0.653
O	18.647	2.198	30.847	0.222	-0.238	-0.145
O	11.103	4.009	31.884	0.105	0.033	-0.278
O	15.286	6.599	31.113	0.203	-0.168	-0.157
O	10.925	1.624	30.948	0.322	-0.319	-0.144
O	11.665	14.212	30.985	-0.04	0.481	-0.167
O	20.463	6.189	27.722	0.021	-0.226	0.121
O	18.708	11.476	31.819	0.286	-0.042	-0.488
O	13.493	12.051	27.407	0.145	0.436	-0.027
O	18.607	2.163	28.266	0.405	-0.41	-0.291
O	15.748	14.118	31.098	-0.222	0.324	-0.297
O	9.422	8.035	18.37	-0.163	0.19	0.012
O	10.532	9.428	30.812	-0.475	-0.211	-0.188
O	16.41	2.78	29.473	0.079	0.696	-0.025
O	7.271	3.416	25.585	-0.033	0.059	0.101
O	12.819	12.499	20.789	0.087	0.346	0.001
O	11.189	7.911	28.827	-0.405	-0.357	-0.504
O	14.351	14.97	24.179	0.085	-0.492	-0.124
O	6.996	14.094	30.927	-0.204	-0.104	-0.351
O	7.221	3.905	31.668	0.153	0.06	-0.554
O	9.032	5.097	24.661	-0.218	0.674	-0.118
O	7.375	9.069	30.826	0.22	0.022	-0.46
O	7.265	11.584	31.689	-0.062	-0.015	-0.354
O	11.394	4.173	28.637	-0.225	0.121	0.616
O	11.311	15.633	28.813	0.248	0.174	-0.448
O	11.205	2.664	26.627	0.278	-0.363	0.002
O	13.76	5.832	24.259	-0.173	0.268	-0.316
O	10.142	9.162	25.796	-0.21	-0.208	-0.127
O	7.106	7.622	28.551	0.26	0.302	-0.078
O	10.764	13.031	22.472	-0.509	-0.085	0.053
O	4.994	11.838	22.621	0.308	-0.224	-0.21
O	12.988	5.047	26.671	-0.134	-0.254	-0.099
O	11.141	11.737	31.789	-0.145	0.003	-0.093
O	15.436	9.251	30.942	0.284	0.143	-0.282
O	17.087	13.142	29.018	0.167	-0.763	-0.123
O	15.461	11.977	20.77	-0.031	0.519	0.146
O	16.61	8.439	26.358	-0.082	0.614	-0.026
O	13.201	10.842	18.056	0.122	0.009	0.261
O	15.063	11.672	31.808	-0.204	-0.152	-0.304
O	18.089	2.956	24.293	-0.014	-0.014	-0.263
O	12.02	10.443	28.926	0.607	0.111	0.071
O	20.597	7.726	30.388	-0.017	0.042	-0.22
O	18.943	14.972	24.544	0.042	0.289	0.219
O	17.04	7.63	21.296	-0.387	-0.045	0.194
O	13.767	3.813	22.555	-0.436	0.252	-0.124
O	5.949	15.69	18.186	0.009	-0.084	0.309
O	7.565	1.454	23.748	-0.376	-0.171	-0.42
O	17.599	15.632	18.273	0.417	-0.089	0.319
O	18.613	6.159	31.082	-0.339	-0.183	-0.385
O	13.205	15.07	26.563	-0.329	-0.363	0.037
O	7.005	12.424	24.336	0.106	0.301	-0.516
O	5.955	8.19	26.223	0.271	0.346	-0.011
O	16.093	11.875	26.909	0.345	-0.195	-0.255
O	5.631	10.236	24.613	0.372	0.014	0.085
O	11.302	3.849	24.213	0.616	0.153	0.09
O	5.793	5.59	17.513	-0.164	0.066	0.254
O	18.155	11.823	21.082	-0.005	-0.061	0.175
O	13.415	13.47	17.52	-0.123	-0.055	0.365
O	19.092	1.169	22.423	0.308	0.025	0.527
O	5.597	5.889	21.87	0.087	-0.162	-0.429
O	13.252	8.097	30.441	-0.113	0.196	0.418
O	12.698	1.582	24.82	0.474	0.334	-0.083
O	17.062	7.273	24.001	-0.161	0.196	-0.044
O	5.105	14.542	26.671	-0.138	0.107	0.499
O	9.843	7.902	20.938	0.044	-0.027	0.038
O	6.234	8.302	21.067	0.367	0.086	0.124
O	9.532	9.87	28.277	-0.658	-0.177	0.166
O	7.634	12.301	19.59	-0.038	0.275	0.541
O	9.618	2.924	17.959	0.186	-0.157	0.248
O	13.489	2.405	20.334	-0.334	0.445	-0.126
O	13.605	14.44	29.082	0.342	-0.415	0.311
O	11.43	13.009	28.717	-0.593	0.023	0.093
O	10.01	1.615	24.642	0.053	-0.406	0.52
O	10.216	5.681	22.434	0.266	-0.067	-0.346
O	18.252	6.479	26.297	0.089	-0.383	-0.369
O	7.393	6.415	30.894	0.252	-0.098	-0.414
O	15.638	1.685	19.16	0.059	-0.243	0.431
O	5.642	7.812	23.624	0.005	-0.349	0.134
O	15.429	7.719	28.754	0.114	-0.241	-0.228
O	12.36	9.411	24.27	0.172	-0.255	-0.041
O	11.814	7.125	25.43	-0.517	-0.236	-0.012
O	6.769	15.223	28.601	-0.452	0.184	-0.265
O	10.225	8.061	23.497	0.025	0.175	-0.098
O	16.903	3.278	26.589	-0.558	-0.15	0.437
O	10.296	12.638	19.98	0.127	0.318	-0.127
O	16.815	15.228	22.996	-0.158	-0.458	-0.088
O	15.667	5.707	22.419	-0.079	-0.233	-0.284
O	7.783	1.77	19.448	-0.196	0.146	0.511
O	4.272	3.608	21.529	0.134	0.069	-0.294
O	5.302	1.576	20.331	0.047	-0.397	0.286
O	7.333	5.97	26.44	0.119	0.171	-0.183
O	9.549	13.097	24.773	-0.055	0.061	-0.068

Results
total energy: -105179.662 eV
total energy less fixed offsets of O -438.35, Si -107.03 eV per atom: 0.798 eV
